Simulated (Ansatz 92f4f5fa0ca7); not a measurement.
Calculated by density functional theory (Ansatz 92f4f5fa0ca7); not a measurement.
Periodic cell of 220 atoms, Si132O88, from a study of silicon, its oxide and their interface. The atomic structure is a simulated model.
This geometry differs little from another in the collection (a relaxation step or a small displacement).

Settings: functional r2SCAN; potential files Ansatz PAW; basis plane waves; wave-function cutoff 800 eV; density cutoff ratio 5; exchange-correlation grid ratio 1; k mesh 1 x 1 x 1, shifted by 0.5 0.5 0 of a step; self-consistency stop 1e-10 eV per atom in the density residual; occupations fixed; spin none; net charge 0.

Cell vectors (angstrom)
a	10.888	0	0
b	0	10.888	0
c	0	0	31.9804

Atoms and the computed forces on them: element, x, y, z (angstrom), force x, y, z (eV/angstrom)
Si	0.6239	-0.4274	0.0421	0.0277	-0.0782	0.1738
Si	2.8883	2.7618	0.3721	0.0025	-0.0272	0.0897
Si	1.0359	5.1472	-0.2232	0.0503	0.0101	0.032
Si	2.3744	8.6858	0.1288	-0.0048	-0.0045	0.0957
Si	4.9665	0.4838	0.0827	-0.0085	0.0027	0.1597
Si	7.7298	3.1418	-0.1764	0.0231	0.0177	0.1401
Si	5.5203	5.3576	0.1172	0.0725	0.0216	0.1157
Si	8.3652	8.0936	-0.1254	-0.0395	0.0481	0.1505
Si	1.3776	1.3337	1.4476	0.0267	0.0177	0.0227
Si	4.2013	4.1632	1.6338	0.0143	-0.0419	0.0758
Si	1.5712	6.8243	1.3473	-0.0219	0.0555	0.0762
Si	4.0071	9.709	1.4383	-0.0477	-0.0356	-0.0282
Si	6.7755	1.4472	1.2081	0.0323	-0.0285	0.0284
Si	9.4003	3.9871	1.2835	-0.0476	-0.0422	0.0653
Si	6.8497	6.9038	1.2839	-0.0302	0.0079	0.0066
Si	9.6859	9.4929	1.2367	0.008	-0.0073	-0.0239
Si	-0.0894	2.6865	2.7007	-0.0317	0.0366	0.0045
Si	2.7038	0.0605	2.8995	-0.0181	-0.0111	0.0252
Si	0.0385	8.0815	2.6812	0.0053	0.014	0.0144
Si	2.8018	5.5424	2.8601	0.0439	-0.0915	0.0285
Si	5.5668	2.7169	2.8189	-0.0219	0.025	0.0364
Si	8.214	0.0226	2.5255	-0.0533	0.0164	0.0477
Si	5.4552	8.2567	2.6404	0.0464	0.0007	0.0524
Si	8.1924	5.5013	2.669	0.0133	-0.0473	0.0026
Si	1.3274	4.0988	4.04	-0.0019	0.035	-0.0111
Si	4.1328	1.4006	4.1657	0.0176	0.0072	0
Si	1.3473	9.4766	4.109	0.038	0.0411	0.0025
Si	4.1719	6.9023	4.1323	-0.018	-0.011	-0.0039
Si	6.8981	4.1194	4.1092	-0.0249	-0.0012	-0.0043
Si	9.4888	1.327	4.0598	0.0265	0.0058	-0.0212
Si	6.8447	9.5864	3.9846	0.0111	0.0117	0.0096
Si	9.545	6.8015	4.0782	-0.0345	0.0176	0.0051
Si	-0.0253	-0.0228	5.4229	-0.0356	-0.0106	0.0171
Si	2.7048	2.7618	5.4348	-0.0129	-0.0325	-0.0135
Si	-0.0033	5.4334	5.4526	0.0344	0.0076	-0.0086
Si	2.748	8.1852	5.489	0.0081	0.0108	0.0199
Si	5.4893	-0.003	5.4544	-0.0268	-0.022	0.0019
Si	8.2007	2.7199	5.4677	0.005	-0.0043	0.0039
Si	5.492	5.4678	5.4444	0.0088	0.0214	0.0167
Si	8.1671	8.1926	5.3875	0.0067	0.0278	0.0008
Si	1.3519	1.3538	6.7745	0.0168	-0.0125	0.0154
Si	4.0749	4.1186	6.7772	-0.005	-0.0038	0.0176
Si	1.3691	6.7952	6.8098	-0.008	0.0019	0.0156
Si	4.1081	9.5424	6.8384	-0.0022	0.0123	0.015
Si	6.815	1.3709	6.8215	0.0016	0.0192	0.0063
Si	9.5493	4.0722	6.8392	-0.01	-0.0133	0.0074
Si	6.8315	6.8275	6.7961	0.0014	-0.0099	-0.0035
Si	9.5065	9.5297	6.7858	0.0085	-0.003	0.0136
Si	0.0097	2.6871	8.1801	-0.0104	0.0228	-0.0139
Si	2.7045	0.009	8.1702	-0.0007	-0.0117	-0.0147
Si	-0.017	8.1735	8.1383	-0.003	0.0025	-0.0088
Si	2.7261	5.4352	8.1729	-0.0116	-0.0029	-0.0025
Si	5.4086	2.7343	8.1398	-0.0018	-0.0145	-0.0048
Si	8.1579	-0.0204	8.1702	-0.0032	-0.0087	-0.0068
Si	5.4549	8.1459	8.1816	-0.0079	0.002	-0.0086
Si	8.1604	5.4488	8.1723	0.0078	-0.0096	-0.0121
Si	1.3696	4.0589	9.5242	0.0056	-0.0079	0.0013
Si	4.0645	1.3725	9.523	-0.0068	0.0092	-0.0086
Si	1.3398	9.5084	9.5261	0.0053	-0.0027	-0.0086
Si	4.0839	6.7823	9.5399	-0.0014	-0.0028	-0.0118
Si	6.7582	4.0846	9.5124	0.01	0.0172	-0.0109
Si	9.5199	1.32	9.5306	-0.0066	-0.0007	-0.0209
Si	6.8042	9.5063	9.5444	-0.006	0.0041	-0.0179
Si	9.5072	6.8402	9.5145	0.0209	-0.0124	-0.016
Si	-0.0366	-0.0543	10.9165	0.0082	0.0081	0.0099
Si	2.7148	2.7084	10.9186	-0.0186	-0.0009	0.0206
Si	-0.0067	5.4681	10.8092	-0.0265	-0.0023	0.0088
Si	2.7071	8.1342	10.8775	0.0152	0.0005	0.0195
Si	5.4105	-0.0273	10.8588	-0.0018	-0.0217	0.0217
Si	8.0998	2.6728	10.8248	0.0272	0.0175	0.0059
Si	5.4219	5.4287	10.9353	-0.0056	-0.0162	0.016
Si	8.1478	8.1566	10.9439	-0.0186	-0.0025	0.0196
Si	1.3355	1.314	12.237	-0.0085	0.0107	-0.0256
Si	4.0657	4.0596	12.3123	-0.0009	-0.0133	-0.0308
Si	1.3521	6.7596	12.2334	0.0023	0.0043	-0.0596
Si	4.0632	9.4968	12.2312	-0.0096	0.0019	-0.0588
Si	6.7666	1.2966	12.2286	-0.0389	0.0123	-0.0449
Si	9.4495	4.1181	12.0577	0.0094	-0.0184	-0.0592
Si	6.7648	6.8048	12.3141	-0.0025	-0.012	-0.016
Si	9.4966	9.4971	12.3464	0.0152	-0.0139	-0.0281
Si	-1.6276	1.7037	14.7426	-0.0535	-0.029	-0.1532
Si	2.6685	-0.0793	13.605	-0.001	-0.003	-0.0125
Si	-0.0076	8.0796	13.6436	-0.0053	0.0051	0.0104
Si	2.6786	5.4031	13.6671	0.0055	0.016	0.0045
Si	5.3909	2.6171	13.6196	0.0136	-0.0018	-0.0041
Si	8.088	-0.033	13.6902	0.0037	-0.0015	0.0114
Si	5.3881	8.1626	13.686	-0.0218	-0.0048	-0.0047
Si	8.1237	5.3546	13.5601	-0.0032	-0.0058	-0.0147
Si	1.0448	4.157	14.8335	0.0254	0.0541	-0.1411
Si	4.2131	1.0421	14.9493	0.0322	-0.0046	-0.1737
Si	1.5617	9.2342	14.9682	0.0168	-0.031	-0.203
Si	3.7834	7.0246	14.9919	-0.0206	-0.0175	-0.2035
Si	6.9735	3.7726	14.8865	-0.0195	-0.011	-0.1741
Si	10.7866	2.7682	13.3688	-0.0185	-0.0239	-0.0347
Si	6.4798	9.7442	15.0661	-0.0084	0.0426	-0.2212
Si	9.7675	6.3957	14.8472	0.0268	-0.0056	-0.1876
Si	2.7349	2.7696	17.0586	0.0174	0.009	-0.1694
Si	14.0446	1.3364	27.9137	-0.0216	-0.0246	0.1231
Si	-6.7687	7.2604	29.9649	0.0118	0.035	0.1961
Si	9.0266	-4.2563	17.7963	-0.0009	0.0344	-0.2049
Si	9.4165	3.3855	29.2178	-0.0068	-0.028	0.2102
Si	21.5363	10.9004	16.8932	0.0248	0.0039	-0.1586
Si	12.6805	-7.9994	23.5178	-0.0294	0.0111	0.0348
Si	6.8285	16.2382	19.3049	0.009	0.0036	-0.2073
Si	4.9722	-5.874	17.0313	-0.0147	-0.014	-0.2379
Si	6.1667	3.3681	24.6318	0.0131	0.0025	0.0926
Si	1.5293	-5.4388	21.6871	-0.0662	-0.0348	-0.0952
Si	-8.7087	-2.702	22.3747	-0.0183	-0.0094	0.0098
Si	3.1677	10.909	23.0718	-0.0011	-0.0191	0.0425
Si	-14.2325	-3.319	21.3191	0.0114	-0.0199	-0.1003
Si	11.5754	12.8873	19.0514	0.051	0.023	-0.1963
Si	14.528	8.6467	24.8455	-0.0004	-0.0339	0.0942
Si	-10.7614	-3.2161	27.2727	0.0252	-0.0038	0.1868
Si	9.9239	1.1958	21.4297	0.0305	0.0158	-0.0721
Si	14.3978	3.7053	26.0552	-0.025	-0.0031	0.1356
Si	0.6294	-9.6861	29.3425	-0.0244	-0.0111	0.1304
Si	-2.8844	-1.4764	17.7378	0.0137	-0.036	-0.2376
Si	-0.7071	6.3642	29.8551	0.0496	-0.0203	0.1876
Si	-11.3671	1.3146	24.4133	0.0006	-0.0213	0.0614
Si	18.5074	10.5103	20.4707	0.0574	-0.036	-0.1332
Si	-4.5926	-1.393	29.9394	-0.0164	-0.015	0.2278
Si	-2.6522	13.2589	26.4615	0.0541	-0.0148	0.1734
Si	6.1616	0.8001	22.7802	0.0396	-0.0236	-0.004
Si	18.1238	5.6749	23.5274	0.0137	-0.0059	-0.0177
Si	-4.4814	-1.3783	24.8931	-0.0123	0.0123	0.0934
Si	0.8925	-0.1585	26.7434	-0.0227	0.0447	0.1691
Si	6.0709	-10.6162	27.4748	-0.008	-0.0295	0.1711
Si	13.8693	-4.2399	27.0796	-0.0286	0.0228	0.1692
Si	-2.458	3.9695	21.2264	0.0067	0.0047	-0.1358
Si	-2.1104	-3.3721	25.1129	0.0332	-0.004	0.0584
Si	10.7245	15.7116	19.3558	-0.0213	-0.0373	-0.1509
Si	10.326	7.4003	22.4326	-0.0445	0.0012	-0.0255
O	-3.9718	7.03	-9.269	-0.0282	0.0271	0.0159
O	-12.2217	-6.0832	-11.5323	-0.0364	0.0147	0.0917
O	0.6676	-1.736	-5.0342	0.0094	0.0075	-0.0509
O	-11.0219	-7.5337	-13.3181	-0.0328	0.0082	0.0449
O	4.5934	27.8169	-1.0487	-0.1031	0.0068	-0.1057
O	-1.9472	2.4784	-10.5058	-0.0277	-0.0064	0.0292
O	8.3576	13.6924	-1.6582	0.0157	-0.0006	-0.1221
O	2.5607	3.4309	-7.1742	-0.0153	0.004	-0.05
O	2.0589	3.8983	-0.5147	0.0057	0.032	-0.0429
O	3.7591	-6.9017	-14.8374	0.0026	0.0142	0.0799
O	-1.5803	-0.8252	-14.8991	-0.0218	-0.0171	0.0526
O	12.1116	-5.7994	-11.8464	0.0586	0.032	0.0844
O	9.0317	3.044	-4.2917	-0.0331	-0.0181	-0.161
O	3.9409	12.5939	-0.3623	-0.0055	-0.0237	-0.063
O	13.8603	-2.7151	-1.3206	0.0393	-0.0222	-0.1036
O	-10.9095	-5.6002	15.3438	-0.0134	0.0018	0.0705
O	-1.3917	5.0024	29.306	-0.0339	-0.0114	-0.0837
O	10.2903	1.2138	15.8935	0.0622	-0.0184	0.0998
O	3.4816	1.545	16.3172	-0.0448	0.0077	0.1127
O	11.8084	20.8391	16.289	-0.0368	0.042	0.1335
O	4.4665	6.3813	16.3284	0.034	-0.035	0.1432
O	0.403	1.6465	20.6298	-0.0213	-0.0206	0.1255
O	11.0828	16.8464	22.4859	-0.0129	-0.0133	0.014
O	13.5671	-2.7464	15.4822	-0.009	0.017	0.0844
O	6.1993	4.3996	16.173	-0.0373	0.0455	0.1296
O	6.8369	-4.195	20.1801	-0.0053	0.0614	0.0791
O	28.601	-11.2324	23.7205	-0.0001	0.0182	-0.0319
O	10.4453	6.0597	18.3392	0.0372	-0.0211	0.0808
O	16.3071	5.2586	18.5529	0.0286	0.0111	0.1652
O	19.9883	6.9503	16.2196	-0.0233	0.0107	0.1638
O	-14.3029	-18.301	25.5718	-0.0331	0.0542	-0.0487
O	8.1468	2.7321	15.3956	-0.0025	-0.0088	0.0671
O	9.7641	7.3112	26.3465	-0.0629	-0.0215	-0.0741
O	4.9389	13.9795	25.6255	0.0181	-0.0241	-0.0403
O	12.8693	-6.841	22.3862	0.0371	0.0061	-0.0002
O	6.3719	-8.649	23.4914	-0.0182	-0.0292	-0.037
O	15.4885	0.5437	22.6077	-0.0085	0.0029	-0.0158
O	7.3409	-0.5233	18.8728	-0.045	0.0575	0.1272
O	17.6286	10.1535	28.5477	0.029	0.0425	-0.1369
O	9.1916	10.8859	20.6232	-0.0009	-0.0049	0.0185
O	13.15	12.2676	23.0694	0.004	-0.0231	-0.03
O	-7.4066	8.0011	26.3215	0.0104	0.0565	-0.0674
O	-0.796	0.6649	22.9562	-0.0009	-0.0173	0.0101
O	18.0828	9.1154	21.1501	-0.0258	-0.0145	0.0486
O	28.5572	0.7457	21.2807	-0.0387	0.0451	0.0372
O	5.7667	-0.556	26.1316	-0.0136	-0.0238	-0.1012
O	7.7243	8.7141	25.3698	0.0096	0.0186	-0.0221
O	-7.3365	-15.0988	28.5871	-0.0346	-0.038	-0.161
O	-3.9144	-1.7315	16.5111	0.0383	-0.0254	0.1683
O	24.3031	28.5352	21.625	0.0302	0.0083	0.0069
O	0.2133	0.6747	18.2745	-0.0197	0.0116	0.1088
O	-1.7301	-3.4781	21.3205	0.0408	0.0038	0.0073
O	0.0789	-10.2721	27.9254	-0.0006	-0.0163	-0.104
O	-6.1858	0.9036	28.079	0.0058	0.0184	-0.04
O	3.0417	-8.0412	27.3407	0.009	0.0755	-0.0792
O	-4.9549	4.8091	23.921	-0.0075	0.0142	-0.02
O	7.1098	14.9558	20.267	0.0081	-0.0491	0.0812
O	-10.1118	-4.9337	30.3756	0.0054	0.0001	-0.0975
O	7.9921	-4.7563	24.8735	-0.0125	-0.036	0.0217
O	-16.3653	-2.7092	29.6726	0.0172	-0.0029	-0.0818
O	0.2561	2.7119	24.0204	0.0199	0.0391	-0.0136
O	1.5146	3.2969	16.1343	0.0051	-0.049	0.0968
O	-2.3795	8.0332	18.4327	-0.0146	0.0018	0.1258
O	-1.6367	7.0018	31.0248	0.0865	-0.0545	-0.0818
O	0.2515	0.1624	30.5293	-0.0142	0.0968	-0.1613
O	12.2472	-4.2475	27.0773	0.0091	-0.0355	-0.0615
O	5.2079	-2.3735	24.4272	0.0025	-0.0086	-0.0424
O	-1.7299	1.5811	25.3933	0.0175	-0.0129	-0.0539
O	-1.207	7.8473	23.8268	0.0189	0.0143	-0.0166
O	11.492	-2.4217	22.1112	0.0035	0.0078	-0.0055
O	-8.683	-8.5878	18.5243	-0.0052	-0.019	0.1245
O	10.8293	2.6516	29.558	0.0199	-0.0021	-0.0332
O	-7.3656	-5.602	26.3901	0.0211	-0.0329	-0.0631
O	2.2556	1.3322	29.2762	0.0281	0.0026	-0.0666
O	2.8077	9.6637	22.0512	0.0096	0.0177	-0.0147
O	7.9499	5.4814	18.1391	-0.0108	-0.0456	0.1049
O	-2.7107	4.705	22.6349	0.011	0.0272	0.0629
O	27.1327	10.8726	15.4402	-0.0094	-0.001	0.0732
O	0.4383	0.2799	25.26	-0.0078	0.0105	-0.0822
O	10.4674	4.5707	32.1632	0.007	-0.0138	0.0445
O	10.424	7.5276	28.7707	0.0082	0.0587	-0.1057
O	-3.7406	-9.4868	27.1336	0.0285	0.0275	-0.0552
O	2.6189	7.816	23.9003	0.0068	-0.0053	-0.0373
O	-7.6535	-0.6773	24.5507	-0.0095	0.0445	0.0028
O	-3.2938	9.0724	30.7991	-0.0558	0.0788	-0.0827
O	5.4333	10.6191	30.7067	0.0264	-0.0202	-0.0971
O	6.5651	4.256	31.467	-0.0078	0.0114	-0.0605
O	2.4458	0.2506	26.9432	0.0287	-0.0421	-0.0684

Results
free energy: -134624.577 eV
free energy less fixed offsets of O -570.45, Si -639.56 eV per atom: -3.057 eV

The program warned: the cutoff lies below the one the program advises for these potential files; the forces do not sum to zero within the program's tolerance; empty levels may hold ghost states of the PAW files; the exchange-correlation potential is rough where the density is thin.
